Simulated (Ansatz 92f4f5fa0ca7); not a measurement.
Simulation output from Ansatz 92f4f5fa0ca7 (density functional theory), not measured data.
Periodic cell of 223 atoms, Si132O89Al1F1, from a study of silicon, its oxide and their interface. The atomic structure is a simulated model.
Doubt: the cutoff is far below the 930 eV that the study's wrapper takes by default for these files, so forces and energies are approximate.

Settings: functional PBE; potential files Ansatz PAW; basis plane waves; wave-function cutoff 580 eV; density cutoff ratio 5; exchange-correlation grid ratio 1; k mesh 1 x 1 x 1, Gamma-centred; self-consistency stop 5e-08 eV per atom in the density residual; occupations fixed; spin none; net charge 0.

Cell vectors (angstrom)
a 10.938 0 0
b 0 10.938 0
c 0 0 32.4008

Atoms: element, x, y, z (angstrom)
Si 0.2714 -0.201 24.9261
Si 5.1467 0.4917 24.9188
Si 2.8656 2.6486 25.0095
Si 7.8878 2.9966 24.8806
Si -0.2447 5.7745 24.8867
Si 5.7068 5.2307 24.9212
Si 2.4718 8.5127 24.8573
Si 8.4592 7.9834 24.8341
Si 1.364 1.3791 26.2942
Si 6.7801 1.4636 26.3004
Si 4.1072 4.1493 26.3108
Si 9.5416 4.1407 26.1864
Si 1.3379 6.9211 26.2386
Si 6.8667 6.8527 26.2013
Si 4.1019 9.6488 26.1569
Si 9.5743 9.5842 26.2076
Si 2.7453 0.0042 27.6246
Si 8.186 0.0181 27.5761
Si -0.0359 2.7547 27.5868
Si 5.4374 2.7762 27.6785
Si 2.7094 5.5226 27.6015
Si 8.1953 5.4869 27.6117
Si -0.0296 8.2372 27.6318
Si 5.4637 8.231 27.548
Si 4.1018 1.3673 28.9826
Si 9.5708 1.3673 28.9826
Si 1.3673 4.1018 28.9826
Si 6.8362 4.1018 28.9826
Si 4.1018 6.8362 28.9826
Si 9.5708 6.8362 28.9826
Si 1.3673 9.5708 28.9826
Si 6.8362 9.5708 28.9826
Si 0 0 30.3498
Si 5.469 0 30.3498
Si 2.7345 2.7345 30.3498
Si 8.2035 2.7345 30.3498
Si 0 5.469 30.3498
Si 5.469 5.469 30.3498
Si 2.7345 8.2035 30.3498
Si 8.2035 8.2035 30.3498
Si 1.3673 1.3673 31.7171
Si 6.8362 1.3673 31.7171
Si 4.1018 4.1018 31.7171
Si 9.5708 4.1018 31.7171
Si 1.3673 6.8362 31.7171
Si 6.8362 6.8362 31.7171
Si 4.1018 9.5708 31.7171
Si 9.5708 9.5708 31.7171
Si 2.7345 0 0.6835
Si 8.2035 0 0.6835
Si 0 2.7345 0.6835
Si 5.469 2.7345 0.6835
Si 2.7345 5.469 0.6835
Si 8.2035 5.469 0.6835
Si 0 8.2035 0.6835
Si 5.469 8.2035 0.6835
Si 4.1018 1.3673 2.0507
Si 9.5708 1.3673 2.0507
Si 1.3673 4.1018 2.0507
Si 6.8362 4.1018 2.0507
Si 4.1018 6.8362 2.0507
Si 9.5708 6.8362 2.0507
Si 1.3673 9.5708 2.0507
Si 6.8362 9.5708 2.0507
Si 0 0 3.418
Si 5.469 0 3.418
Si 2.7345 2.7345 3.418
Si 8.2035 2.7345 3.418
Si 0 5.469 3.418
Si 5.469 5.469 3.418
Si 2.7345 8.2035 3.418
Si 8.2035 8.2035 3.418
Si 1.4611 1.3627 4.8944
Si 6.8194 1.4201 4.8
Si 4.0177 4.0656 4.8176
Si 9.6056 4.033 4.8569
Si 1.4043 6.7691 4.7679
Si 6.9126 6.7498 4.7672
Si 4.1359 9.5248 4.6779
Si 9.5667 9.5877 4.8156
Si 2.9611 -0.1243 6.1694
Si 8.1596 0.0549 6.1823
Si 0.0064 2.6957 6.3366
Si 5.3949 2.721 6.1613
Si 2.5632 5.3514 6.2271
Si 8.2618 5.4044 6.2422
Si 0.0765 8.1515 6.0955
Si 5.4687 8.1399 5.9401
Si 4.4655 1.0874 7.751
Si 9.9043 0.9247 7.5645
Si 0.9086 4.3188 7.8549
Si 6.5149 4.3499 7.4443
Si 4.3309 6.5498 7.1929
Si 9.3232 7.1919 7.4585
Si 1.3612 9.6509 7.442
Si 6.8958 9.3467 7.3495
O 9.5771 6.8706 24.3109
O 3.9659 1.5517 24.4358
O 8.117 8.2675 7.3044
O 3.0089 1.6029 8.4059
O 6.7875 4.1139 24.2873
O 1.3484 9.6212 24.2764
O 5.4901 5.5869 7.9126
O 0.1266 -0.2319 7.6056
O 6.8107 3.5439 8.8804
O 6.4785 9.499 8.9367
O 9.6363 7.3256 9.0879
O 1.8695 9.2581 8.9804
O 5.52 1.0648 9.2745
O 1.7969 3.7822 9.119
O 9.6851 1.0966 9.1912
O 3.6416 7.4496 8.3642
O 7.8377 8.6055 23.4301
O 8.4376 2.2003 23.5517
O 4.9853 5.909 23.6119
O 2.255 3.321 23.6294
O 10.5798 0.6315 23.6554
O 0.4011 5.1995 23.4817
O 3.129 7.837 23.5031
O 5.4968 14.136 19.2109
Si 11.3914 2.3729 20.7774
Si 7.8371 9.3876 22.0061
Si 2.2486 5.1732 13.5624
Si 12.3021 7.3562 16.8308
Si -0.2095 -4.6 9.7827
Si 10.9475 8.9269 14.8154
Si -1.3625 -4.9921 17.7048
Si 1.6113 4.475 22.6727
Si 4.5889 10.9561 16.9293
Si 6.8964 5.8814 16.3113
Si 5.7477 2.7091 9.8272
Si 2.8062 9.2339 18.6608
Al 7.8045 3.4924 11.7245
Si 9.1201 1.0283 10.699
Si 9.0709 1.6065 15.914
Si 2.647 4.666 16.5605
Si -3.9192 3.4476 14.6215
Si 6.2821 10.6595 10.0665
Si 16.0412 4.5226 18.3592
Si 4.9752 7.2052 19.8184
Si -1.5629 1.1743 22.7048
Si 2.1233 2.381 12.4944
Si 5.4689 10.9714 21.9081
Si 0.0795 6.9712 12.7733
Si 13.7642 2.6582 9.6292
Si 10.9602 3.2368 17.7792
Si 8.105 7.9519 19.383
Si -6.3378 1.4802 14.2951
Si -2.2289 -1.2374 16.7472
Si 2.8991 7.8504 12.3875
Si -5.8031 1.6377 19.4355
Si -0.3214 0.6531 13.3407
Si 3.863 6.6334 22.6812
Si 2.7583 0.4086 20.7134
Si 13.4822 7.8427 9.4678
Si 6.2643 8.6819 15.3643
Si 5.1288 -1.2107 12.8776
O 6.4399 5.0746 17.639
O -0.5601 -4.6009 11.3988
O 6.6548 4.9715 15.004
O 2.2181 10.0104 19.9623
O -0.3288 5.0228 8.7653
O 1.0003 3.8109 21.3111
O 1.3515 6.7484 9.5846
O -5.591 0.2208 13.602
O 14.1752 6.4232 13.1414
O 8.5436 11.3147 16.8466
O 5.3608 9.748 16.1847
O -1.4805 1.1037 14.4042
O 2.2506 4.0073 12.4287
O 6.003 8.6463 13.7462
O 2.694 4.4447 14.9447
O 6.3718 2.8163 11.3362
O 3.2906 1.7835 13.422
O 14.9428 4.0995 17.2356
O -3.0861 13.6234 15.796
O 0.7119 5.7386 13.6546
O 7.8036 9.1243 15.5374
O 0.3248 2.416 19.1551
O 4.5504 5.7031 19.3297
F 7.8758 4.9836 11.1651
O 10.9231 6.5706 17.085
O 2.7434 5.5464 22.2175
O 9.0668 6.6745 19.0706
O 1.2785 8.0061 12.3399
O -5.45 0.7129 18.1231
O 7.694 0.2515 10.6885
O 11.3452 -0.6701 13.9694
O 4.2651 3.4021 9.8932
O 4.1071 8.3347 19.0317
O 8.4778 6.1779 16.5213
O 1.3974 3.876 17.2123
O -0.8254 7.8895 13.8007
O 5.614 2.7312 14.2852
O 2.5784 6.2753 16.809
O 9.8506 4.3903 18.0815
O 4.1792 1.1417 15.829
O 3.3968 7.8603 10.844
O 3.5879 -1.7663 13.0451
O 8.544 10.8384 22.153
O -2.9601 3.5365 13.3195
O 9.9485 2.0093 21.4252
O 8.5825 8.5467 20.8238
O -5.0226 1.1747 20.8034
O 5.504 -1.029 11.3063
O 1.3467 8.1495 15.3886
O 2.2715 1.8734 10.9501
O 6.5471 7.4787 19.4831
O 1.5916 -2.5935 18.0902
O 1.472 12.133 21.2842
O 9.0059 2.605 11.1198
O 3.2213 -0.5976 17.5462
O 8.3114 -1.8837 18.186
O 10.2052 -1.595 16.2121
O -0.5565 2.2413 16.6332
O 0.7189 1.89 13.1487
O 6.2928 -1.3159 21.4936
O 15.5626 7.2699 21.3998
O 5.9022 0.2456 23.4599
O -4.9085 7.2331 16.0672
O 3.5275 1.459 19.7144
O 3.8371 -0.0923 21.8416
O 10.0145 0.2939 11.8562

Results
free energy: -137769.312 eV
free energy less fixed offsets of Al -1619.15, F -1619.15, O -568.88, Si -635.61 eV per atom: -0.172 eV

Forces (eV/angstrom), in the order of the atoms: element, x, y, z
Si 0.1059 -0.0349 -0.3569
Si 0.1105 0.0112 -0.4536
Si 0.095 -0.0609 -0.5415
Si -0.0211 0.0355 -0.2398
Si -0.0376 0.0538 -0.3789
Si 0.0394 -0.0693 -0.3262
Si -0.1103 0.0823 -0.354
Si -0.0082 0.0799 -0.4374
Si 0.0164 -0.0525 -0.0867
Si 0.065 0.0016 -0.1295
Si 0.0729 0.0646 -0.1829
Si -0.0465 0.0058 -0.178
Si 0.0265 -0.0089 -0.189
Si -0.0032 -0.0237 -0.1424
Si -0.0287 0.0418 -0.1463
Si -0.008 -0.0341 -0.1606
Si 0.0268 0.0196 0.0698
Si -0.0284 0.0189 0.0409
Si -0.0439 0.0667 0.0581
Si -0.0612 -0.0249 0.1038
Si -0.0911 0.0139 0.0557
Si 0.0498 -0.0508 0.0407
Si -0.0156 -0.0205 0.0572
Si -0.0672 -0.0172 0.0132
Si -0.0681 -0.0374 0.3273
Si -0.1314 0.0394 -0.2044
Si -0.1026 0.0921 -0.2705
Si 0.0939 0.259 0.2581
Si 0.0602 0.3025 -0.2598
Si -0.0339 0.0185 0.0939
Si 0.0282 0.0724 0.0921
Si -0.037 0.0285 -0.3427
Si 0.0834 -0.0112 -0.0341
Si -0.0037 0.0017 -0.0032
Si 0.018 -0.0788 -0.0149
Si -0.0137 -0.0055 -0.0161
Si -0.0174 0.0175 -0.0015
Si 0.1029 -0.0002 -0.0197
Si 0.031 0.0123 -0.0207
Si 0.0154 -0.0648 -0.035
Si -0.068 0.0336 -0.0046
Si 0.0192 0.0413 -0.0032
Si -0.0279 0.0436 -0.0189
Si -0.0038 -0.0326 -0.0101
Si 0.0484 0.0375 -0.0101
Si -0.0375 0.0541 -0.0136
Si -0.0417 -0.0196 -0.0177
Si -0.0281 0.0258 -0.0278
Si 0.0504 -0.0041 0.0177
Si 0.0343 -0.1051 0.0335
Si 0.009 0.0186 0.0046
Si 0.0185 -0.0441 0.0065
Si 0.009 -0.0467 0.0371
Si -0.0163 0.0443 0.0179
Si -0.0103 -0.0484 0.0032
Si 0.0426 -0.0223 0.0197
Si -0.0374 0.0122 0.0087
Si 0.0648 0.1108 0.0528
Si -0.1126 -0.0402 0.0067
Si -0.0588 -0.0514 0.0139
Si -0.0482 0.0629 -0.0143
Si -0.0191 0.1088 0.0369
Si -0.0014 -0.0302 0.0355
Si 0.0282 0.0274 0.028
Si 0.2072 0.0833 0.5663
Si 0.3503 0.3005 -0.2422
Si -0.173 -0.2817 -0.0833
Si 0.0885 0.1586 0.1213
Si -0.136 -0.4061 0.1323
Si -0.1611 -0.306 0.3058
Si -0.3478 -0.4039 -0.4569
Si 0.2377 -0.0882 0.0179
Si 0.065 0.1669 -0.0069
Si -0.005 -0.1846 -0.0453
Si -0.3282 0.0797 -0.1612
Si 0.0529 0.0624 -0.085
Si -0.0332 0.2576 -0.0866
Si 0.2901 0.1162 -0.2215
Si 0.0836 -0.0499 0.0448
Si 0.0456 -0.1219 -0.2032
Si -0.0204 -0.1469 0.2406
Si -0.0719 -0.0422 0.2406
Si -0.0655 -0.1051 0.0928
Si 0.2865 -0.0732 0.4959
Si -0.0235 -0.0158 0.2224
Si 0.01 0.1397 0.2411
Si 0.0728 0.0749 0.1784
Si -0.1173 -0.1438 0.1146
Si -1.528 0.3919 -1.8522
Si 0.0738 0.0494 0.8362
Si 0.0391 -0.1546 0.1251
Si -0.1268 0.1223 0.3982
Si -0.0591 0.0153 0.4863
Si -0.0398 -0.0537 0.0008
Si -0.2924 0.1052 0.0761
Si 0.4446 -0.3003 -0.6366
O 0.048 -0.0583 0.5402
O 0.0473 -0.0705 0.5349
O -0.1216 0.1402 0.2021
O 0.771 -0.622 -0.0562
O -0.0097 0.0305 0.6293
O -0.0197 0.0204 0.6564
O -0.1646 -0.1272 -0.6364
O 0.111 0.1036 -0.156
O -0.4846 -0.73 -0.7999
O -0.5782 1.01 0.0956
O 0.0701 0.036 -0.4893
O 0.0414 0.0419 -0.3331
O -0.144 -0.391 -0.0477
O 0.1508 -0.1607 -0.0818
O 0.1614 -0.3311 -1.5477
O 0.0842 0.0338 -0.1417
O 0.0891 -0.2267 0.5822
O -0.0228 0.1103 0.2371
O 0.0544 -0.0315 0.2143
O 0.0255 -0.0627 0.3685
O 0.1352 -0.0919 0.2505
O -0.0695 0.0529 0.3387
O -0.0215 0.0712 0.2997
O 0.0107 -0.0304 0.0581
Si 0.1244 -0.1987 -0.3931
Si -0.0496 -0.0093 -0.5186
Si -0.1091 0.0401 0.1425
Si 0.0056 -0.0488 -0.1007
Si -0.4388 -0.1542 1.067
Si -0.0671 0.0583 -0.2192
Si -0.1563 -0.0501 -0.1652
Si -0.1271 -0.1935 -0.3334
Si -0.0175 0.1249 -0.092
Si -0.0409 -0.4327 -0.5978
Si 1.736 2.9176 3.4903
Si 0.0113 0.0939 -0.0394
Al 0.5994 1.5389 0.0769
Si 0.4132 3.0448 1.6102
Si -0.2839 0.4176 -0.4969
Si -0.0625 -0.0022 -0.1273
Si 1.6159 0.1255 -2.1461
Si 1.7979 -1.6906 2.1774
Si 0.102 -0.0376 -0.1885
Si 0.0911 0.0039 -0.4703
Si -0.0256 0.069 -0.3993
Si -0.3367 0.1078 0.8922
Si -0.1808 0.0455 -0.6069
Si -0.1399 -0.1956 0.3018
Si -0.6061 0.5774 0.9271
Si -0.0602 -0.104 -0.2617
Si -0.0076 -0.0332 -0.2325
Si 0.4194 0.5861 0.049
Si -0.0264 0.1358 -0.1087
Si -0.2559 -0.1563 0.5469
Si -0.0774 0.0544 -0.1574
Si -0.3968 0.2349 -0.0058
Si 0.1195 0.0834 -0.2211
Si 0.0203 0.0723 -0.2951
Si 0.1099 -0.1237 0.405
Si 0.0584 -0.0527 0.0579
Si -0.2674 0.0355 1.1366
O -0.046 -0.0245 0.2547
O 0.2215 0.092 -0.6
O -0.2858 0.5381 0.6407
O 0.0395 0.0084 0.062
O 0.3979 -0.1945 -0.6648
O 0.1753 0.2545 0.3816
O 0.1157 0.0581 -0.188
O 0.048 -0.3673 -0.3013
O 0.0189 0.134 -0.1513
O -0.0055 -0.1753 0.1675
O -0.0029 -0.0374 0.0108
O 0.1633 -0.2156 0.0186
O 0.0735 -0.1389 -0.2858
O -0.0182 0.1002 -0.2022
O 0.0136 0.0462 0.0461
O -4.8834 -2.8707 -3.2613
O -0.1327 -0.0668 -0.2365
O -0.0141 0.0034 0.0663
O 0.1522 -0.3985 0.7621
O 0.0743 0.0644 -0.0764
O -0.0281 -0.0105 -0.0539
O 0.03 -0.0335 0.2663
O -0.0617 0.0896 0.1547
F 0.0538 3.2588 -1.4947
O 0.0064 0.0555 0.0371
O -0.0013 0.0131 0.0606
O 0.0123 0.0708 0.1056
O 0.1497 0.0955 -0.1604
O 0.0346 -0.0217 0.1096
O -1.707 -0.7531 -0.9477
O 0.0464 -0.0864 0.0491
O 0.0574 -0.8483 -0.6973
O 0.1017 -0.0806 0.1348
O 0.1625 0.0543 0.1314
O 0.0408 0.0101 0.0499
O 0.1424 0.0218 0.0223
O -0.7362 -0.4324 0.2122
O -0.0122 0.0308 0.0326
O -0.0068 0.0402 0.0821
O -0.0812 -0.1154 0.1189
O -0.0141 0.0793 -0.5135
O 0.1348 -0.0028 -0.1993
O 0.1045 0.147 0.1355
O -0.4337 -0.198 5.1398
O -0.2144 -0.1252 0.4065
O -0.0366 0.0815 0.2801
O 0.0321 -0.1318 0.2737
O 0.1457 0.7352 -1.4065
O 0.0028 0.018 0.0691
O 0.3072 0.0099 -0.7587
O -0.0719 0.0096 0.0964
O -0.0498 -0.0025 0.0599
O -0.0815 0.0731 0.1552
O 3.1045 -4.0061 -2.1859
O -0.0541 -0.0163 0.032
O 0.0251 -0.0178 0.1854
O 0.029 -0.0749 0.0514
O 0.1686 0.0516 0.1841
O 0.3379 0.0335 -0.1703
O 0.0173 -0.0715 0.1685
O -0.1569 -0.0945 0.4503
O -0.0379 0.0799 0.5934
O -0.0732 0.2109 0.0229
O -0.0198 -0.0448 0.0597
O 0.0532 -0.099 0.1641
O 0.1201 -0.5876 -0.1262

The program warned: the cutoff lies below the one the program advises for these potential files; the forces do not sum to zero within the program's tolerance; the exchange-correlation potential is rough where the density is thin.
